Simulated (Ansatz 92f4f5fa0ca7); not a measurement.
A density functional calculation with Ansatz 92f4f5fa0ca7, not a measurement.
Periodic cell of 226 atoms, Si133O92P1, from a study of silicon, its oxide and their interface. The atomic structure is a simulated model.
Doubt: the cutoff is far below the 930 eV that the study's wrapper takes by default for these files, so forces and energies are approximate.

Settings: functional PBE; potential files Ansatz PAW; basis plane waves; wave-function cutoff 580 eV; density cutoff ratio 5; exchange-correlation grid ratio 1; k mesh 1 x 1 x 1, Gamma-centred; self-consistency stop 5e-08 eV per atom in the density residual; occupations fixed; spin none; net charge +1 e, with a uniform compensating background and no finite-size correction.

Cell vectors (angstrom)
a  10.938  0  0
b  0  10.938  0
c  0  0  31.9494

Atoms: element, x, y, z (angstrom)
Si  10.6186  0.0033  24.4196
Si  5.0714  0.1234  24.6797
Si  2.8107  2.2966  24.5496
Si  8.5731  2.4395  24.5648
Si  10.7112  5.5969  24.3432
Si  5.1524  5.6232  24.454
Si  2.9882  7.9592  24.4103
Si  8.4191  7.84  24.4297
Si  1.2637  1.1362  25.8474
Si  6.8166  1.3328  25.742
Si  3.9839  4.0165  25.7333
Si  9.6924  4.0235  25.8509
Si  1.3544  6.7936  25.6806
Si  6.8027  6.7252  25.7499
Si  4.0075  9.4459  25.9661
Si  9.4769  9.4606  25.8142
Si  2.6321  -0.1361  27.267
Si  8.1365  -0.0584  27.1492
Si  0.0847  2.6737  27.2165
Si  5.4525  2.7267  27.1075
Si  2.672  5.4136  27.1117
Si  8.2058  5.3834  27.1291
Si  0.0135  8.1592  27.1292
Si  5.5291  8.144  27.1872
Si  4.0898  1.333  28.4956
Si  9.5534  1.317  28.4793
Si  1.4047  4.0722  28.5741
Si  6.8163  4.0685  28.5232
Si  4.0803  6.7792  28.4594
Si  9.5699  6.7891  28.4874
P  1.3036  9.4846  28.6188
Si  6.831  9.5417  28.5713
Si  -0.022  -0.0147  29.9177
Si  5.4572  -0.0086  29.8882
Si  2.7824  2.7256  29.8953
Si  8.1962  2.7011  29.872
Si  -0.0137  5.4382  29.8832
Si  5.4529  5.4593  29.8829
Si  2.7406  8.1567  29.8989
Si  8.225  8.1807  29.8771
Si  1.3975  1.3752  31.2452
Si  6.8271  1.3706  31.2535
Si  4.1222  4.0874  31.2711
Si  9.5512  4.0866  31.2491
Si  1.3408  6.8216  31.259
Si  6.8334  6.8451  31.24
Si  4.0875  9.5838  31.2549
Si  9.5681  9.5321  31.2722
Si  2.7401  0.0172  0.6838
Si  8.2169  0.0196  0.6484
Si  0.0111  2.745  0.6657
Si  5.4884  2.7502  0.702
Si  2.7454  5.4771  0.6578
Si  8.2084  5.4941  0.663
Si  0.02  8.2166  0.707
Si  5.4744  8.2246  0.6734
Si  4.1068  1.3882  2.0661
Si  9.6059  1.3549  2.0257
Si  1.3614  4.1505  2.0375
Si  6.8481  4.1568  2.0443
Si  4.093  6.8546  2.0304
Si  9.5791  6.8439  2.0632
Si  1.3776  9.6214  2.0616
Si  6.8456  9.6357  2.0261
Si  0.0272  0.0371  3.4748
Si  5.4856  0.0352  3.4524
Si  2.7015  2.7759  3.3911
Si  8.2676  2.7826  3.3151
Si  0.0318  5.5163  3.4788
Si  5.4665  5.533  3.4234
Si  2.7329  8.2383  3.3866
Si  8.2418  8.3033  3.3672
Si  1.3695  1.4558  4.8361
Si  6.9136  1.4774  4.716
Si  4.0537  4.1545  4.7505
Si  9.5993  4.0773  4.7759
Si  1.363  6.9724  4.8371
Si  6.8406  6.9922  4.7212
Si  4.0924  9.5702  4.782
Si  9.6192  9.5764  4.8333
Si  2.76  0.0386  6.1271
Si  8.2972  0.122  6.0848
Si  0.0161  2.7952  6.3017
Si  5.5126  2.8383  6.0599
Si  2.754  5.5939  6.1354
Si  8.2528  5.5973  5.9533
Si  0.046  8.3035  6.366
Si  5.499  8.3011  6.2156
Si  4.4258  1.18  7.3174
Si  9.8114  1.1455  7.6205
Si  1.1799  4.4951  7.4968
Si  6.6425  4.538  7.242
Si  4.326  6.703  7.5349
Si  9.729  6.6071  7.5006
Si  1.2823  9.9372  7.6892
Si  6.7237  9.9624  7.3987
O  9.5817  1.2422  23.9662
O  4.1027  6.8102  23.9339
O  3.986  1.2236  24.0604
O  9.5528  6.7246  23.9113
O  -0.0299  5.5324  8.0087
O  5.5752  0.1247  7.8999
O  0.0717  0.0822  8.14
O  5.5344  5.6068  7.8753
O  7.5922  3.9359  8.4283
O  8.7335  7.0359  8.7694
O  2.1805  9.4511  9.0291
O  8.8968  1.6647  8.9277
O  7.6183  9.4584  8.6954
O  3.6066  1.8092  8.5928
O  3.5858  7.2175  8.9426
O  2.0636  3.9975  8.8109
O  8.1394  3.5011  23.3679
O  0.4589  4.9506  22.9587
O  1.8966  2.7508  23.2573
O  5.829  4.9187  23.1212
O  5.5234  10.0061  23.5032
O  2.4443  8.7014  23.0286
O  0.1873  10.0715  23.0871
O  7.7944  8.5946  23.0904
Si  8.6586  7.7036  18.4465
Si  8.7842  6.357  13.6336
Si  3.7913  1.5396  14.7409
Si  2.1361  5.7552  17.6317
Si  2.4187  3.1528  19.5004
Si  9.8124  9.0303  12.0826
Si  1.332  9.4281  22.0814
Si  9.1689  0.9637  13.2024
Si  1.4204  5.0526  13.0263
Si  1.7933  8.2534  12.8174
Si  6.6556  9.5665  22.4366
Si  4.5258  4.6015  15.7131
Si  8.2078  3.0055  9.5861
Si  0.8408  8.2563  19.2649
Si  6.9537  1.3605  21.0984
Si  8.2276  8.3072  9.6738
Si  10.8912  5.2051  15.6091
Si  7.5663  9.5004  16.324
Si  9.9335  2.0716  20.3069
Si  3.2163  8.5076  9.9124
Si  6.696  3.3557  17.4155
Si  1.1665  0.2202  19.8097
Si  3.2317  2.8114  12.3008
Si  7.2173  5.4013  19.692
Si  5.7467  8.6638  11.5466
Si  5.7841  6.0661  13.201
Si  4.6316  9.7104  17.6328
Si  1.0253  3.6099  22.1849
Si  4.9  1.4917  18.8063
Si  3.1935  3.0687  9.5182
Si  6.447  10.8166  13.795
Si  10.346  0.1187  15.9792
Si  5.6606  3.6454  11.1591
Si  9.8379  3.8958  11.9064
Si  2.3399  9.9229  15.5516
Si  6.0784  8.1307  19.8097
Si  6.9348  3.9811  22.383
Si  9.757  2.7821  17.3729
O  7.1937  6.3733  13.9752
O  1.8815  7.0691  18.6777
O  10.2966  4.0359  16.5293
O  6.1637  9.9604  17.06
O  10.1411  0.7041  14.4761
O  8.4466  6.1223  18.866
O  5.166  0.6831  14.4355
O  5.7213  2.0605  17.5264
O  8.3484  1.9575  20.5587
O  1.9913  4.3108  18.4156
O  6.9643  2.7906  10.6467
O  4.8677  2.6998  12.2258
O  6.0289  4.3988  16.3516
O  4.5617  3.9045  9.942
O  10.6904  2.792  21.563
O  9.722  6.157  14.969
O  6.0082  6.4948  19.8468
O  4.0837  0.1784  18.2869
O  9.2573  10.5529  12.2788
O  2.8517  4.3569  12.7016
O  1.9143  10.7108  21.2147
O  3.996  2.7312  19.3861
O  0.7261  10.0433  15.9681
O  1.2723  9.8154  18.8402
O  1.7135  1.6747  19.2799
O  8.9366  10.3921  16.5071
O  4.8724  8.5924  18.8055
O  9.5712  8.7528  10.4901
O  6.7435  4.0949  18.8635
O  2.8351  1.7229  13.4165
O  5.8373  8.7763  21.2764
O  2.5414  2.4353  10.8783
O  7.6168  4.8576  21.1795
O  5.208  7.4713  12.5545
O  0.4306  9.0662  12.5013
O  7.5762  1.0551  13.5788
O  7.1067  9.634  14.752
O  8.9762  5.0317  12.695
O  8.0906  8.038  16.9176
O  6.2137  2.5812  21.9109
O  2.4536  9.0648  14.1161
O  0.4216  4.4857  11.8653
O  0.8168  8.3242  20.937
O  9.3838  3.822  10.3506
O  9.652  2.3851  12.5393
O  7.6222  8.5704  19.398
O  2.5516  8.1707  11.3683
O  3.9788  3.0575  15.3847
O  0.8365  4.4888  14.4404
O  10.0554  3.0074  18.9639
O  9.1421  7.8042  12.9499
O  10.5152  0.5502  20.0896
O  6.0293  5.033  11.9371
O  8.1564  2.7559  17.0229
O  3.5334  5.482  16.7319
O  4.6673  9.1275  10.3872
O  1.5301  6.6737  13.1801
O  4.7576  5.486  14.345
O  2.0561  3.8588  20.9347
O  10.5466  1.4115  16.9585
O  0.9471  6.075  16.5557
O  7.3409  10.9611  21.9399
O  5.9344  0.9229  19.9231
O  6.065  10.0213  12.4116
O  2.8441  0.5452  15.6092
O  7.0531  8.0098  10.7806
O  10.2438  8.0239  18.6931
O  3.4428  9.2005  16.5872

Results
free energy: -137633.857 eV
free energy less fixed offsets of O -568.88, P -755.39, Si -635.61 eV per atom: -5.377 eV

Forces (eV/angstrom), in the order of the atoms: element, x, y, z
Si  -0.0211  0.0333  -0.4319
Si  0.0287  0.0613  -0.2718
Si  0.0229  0.0199  -0.2968
Si  -0.059  0.0457  -0.3048
Si  -0.0444  -0.0743  -0.2697
Si  0.0381  -0.0658  -0.3478
Si  0.0208  -0.0159  -0.4258
Si  -0.0383  -0.0423  -0.2958
Si  0.0148  -0.0344  0.0247
Si  -0.0262  0.0112  -0.0285
Si  0.0219  -0.0423  -0.0232
Si  -0.0014  0.0666  -0.0291
Si  0.0137  0.0751  0.012
Si  0.0459  0.007  0.0169
Si  -0.0276  0.0083  -0.0003
Si  0.0769  -0.0126  0.0306
Si  -0.0381  -0.0557  0.1119
Si  -0.0723  -0.0123  -0.0025
Si  0.0019  -0.015  0.0195
Si  0.0318  0.0229  -0.0548
Si  -0.0388  -0.0225  -0.0283
Si  -0.0399  -0.0428  -0.0759
Si  0.0542  0.0649  0.0146
Si  0.0108  -0.012  -0.0047
Si  -0.0546  -0.068  0.0713
Si  0.0331  0.0447  0.0887
Si  -0.1018  0.0253  -0.0612
Si  -0.0172  0.0062  -0.0314
Si  0.0205  0.0857  0.1098
Si  -0.0346  0.0227  0.1206
P  0.0322  0.0712  -0.0974
Si  -0.0103  0.0214  -0.0684
Si  -0.0415  -0.0669  0.0125
Si  0.002  0.0497  0.0387
Si  0.0449  -0.0799  0.0281
Si  0.0206  -0.0095  0.0359
Si  0.0096  -0.0038  0.0414
Si  0.031  -0.014  0.047
Si  -0.0343  -0.0432  -0.0001
Si  0.0251  -0.0867  0.0128
Si  -0.0126  -0.0037  -0.0099
Si  -0.008  0.0204  -0.0056
Si  0.0267  0.0552  0.0213
Si  -0.0207  -0.0306  -0.0005
Si  -0.0033  0.0306  -0.0132
Si  -0.0283  0.0024  0.0052
Si  -0.0226  -0.0125  -0.0119
Si  0.0328  0.0215  -0.0008
Si  0.0485  0.0368  0.0208
Si  -0.0105  0.0358  0.0083
Si  -0.0319  0.0144  0.0035
Si  0.0218  -0.0216  0.0434
Si  0.031  -0.0351  0.0122
Si  -0.0015  -0.0076  0.0072
Si  -0.0064  -0.043  0.0562
Si  0.0295  -0.0379  0.0176
Si  0.0024  0.0161  0.0254
Si  0.0726  -0.0165  -0.0186
Si  -0.0663  0.0278  0.0136
Si  -0.0703  0.0428  -0.0184
Si  0.0205  0.0399  -0.023
Si  0.0324  0.0193  0.026
Si  -0.0739  -0.0001  0.0004
Si  -0.1038  0.0048  0.0099
Si  -0.0261  -0.0036  -0.0659
Si  0.0256  0.048  -0.0696
Si  0.1288  -0.0186  0.0313
Si  -0.0875  -0.0198  0.1894
Si  -0.0711  -0.0283  -0.1015
Si  0.0581  -0.0542  -0.0112
Si  0.0596  -0.0141  0.0737
Si  -0.034  -0.1799  0.08
Si  0.0409  0.0354  0.0471
Si  0.0489  0.0546  -0.0189
Si  -0.0006  -0.013  -0.0117
Si  0.0098  -0.0139  0.0061
Si  0.0616  0.0274  0.03
Si  0.0232  0.0586  -0.0229
Si  0.0105  -0.0383  0.0072
Si  0.0061  0.023  0.0391
Si  -0.0283  -0.0116  -0.0442
Si  -0.008  0.0137  -0.0354
Si  -0.0272  -0.0106  -0.0184
Si  0.0079  0.0051  -0.049
Si  -0.0113  -0.0127  -0.0391
Si  0.0107  0.0076  -0.0501
Si  -0.0211  -0.0267  -0.0255
Si  0.0008  -0.0146  -0.032
Si  -0.0038  0.0166  0.239
Si  -0.0336  0.0107  0.2059
Si  0.033  0.0126  0.2475
Si  0.0065  -0.0375  0.1987
Si  -0.0177  0.01  0.2509
Si  -0.038  -0.0066  0.2174
Si  0.0433  0.0152  0.2839
Si  0.0217  -0.0193  0.2401
O  0.0301  -0.043  0.1938
O  -0.0324  0.0214  0.1812
O  0.0557  0.0366  0.0704
O  -0.0321  -0.0258  0.0897
O  0.0168  0.0246  -0.1084
O  -0.014  0.01  -0.1143
O  0.0224  -0.0032  -0.1186
O  -0.0068  0.022  -0.1002
O  -0.0925  0.1203  -0.2834
O  0.0887  -0.0856  -0.2692
O  -0.1326  0.093  -0.2922
O  0.0899  -0.089  -0.2385
O  -0.0874  0.1082  -0.2678
O  0.0653  -0.1045  -0.2477
O  0.057  -0.0855  -0.2573
O  -0.1199  0.0858  -0.2587
O  0.1307  -0.1021  0.3109
O  -0.0706  0.1639  0.3305
O  0.1329  -0.1458  0.3983
O  -0.1211  0.1164  0.2969
O  -0.1896  0.0808  0.4071
O  0.1301  -0.1272  0.3749
O  -0.1273  0.1182  0.3746
O  0.1544  -0.1105  0.325
Si  0.0051  0.011  -0.1801
Si  -0.0014  -0.0063  0.065
Si  0.0063  -0.0086  0.0255
Si  0.0205  0.0118  -0.1667
Si  0.0521  -0.0062  -0.32
Si  0.0152  0.0225  0.2186
Si  -0.0072  0.0045  -0.5957
Si  -0.0077  -0.0013  0.0894
Si  -0.0041  0.0114  0.0877
Si  -0.0425  -0.0059  0.1795
Si  -0.0233  0.0295  -0.5478
Si  -0.0059  -0.0137  -0.0318
Si  0.0041  0.0567  0.395
Si  -0.0053  -0.0756  -0.3082
Si  -0.0269  0.0163  -0.3787
Si  0.0121  0.027  0.4027
Si  -0.0095  0.0041  -0.0333
Si  0.0126  0.0313  -0.068
Si  -0.0111  -0.0198  -0.358
Si  0.0768  0.0109  0.406
Si  0.004  -0.0024  -0.1604
Si  -0.0209  0.0194  -0.2884
Si  0.0052  0.0104  0.199
Si  -0.0127  0.0288  -0.3347
Si  0.0005  0.0215  0.2462
Si  0.0049  0.0006  0.1224
Si  -0.0003  0.0081  -0.1671
Si  -0.037  -0.069  -0.574
Si  -0.0376  -0.0041  -0.2245
Si  0.0772  0.0308  0.3812
Si  0.0072  0.0283  0.0786
Si  0.0046  -0.021  -0.0496
Si  -0.0028  0.0416  0.2447
Si  0.0342  0.0096  0.2303
Si  -0.0111  0.0212  -0.0294
Si  0.0042  -0.0462  -0.3516
Si  0.0079  -0.0401  -0.4924
Si  -0.0056  -0.0093  -0.1887
O  -0.009  0.0009  -0.0266
O  -0.0322  0.0641  0.1025
O  -0.0073  -0.0223  0.0484
O  -0.0315  -0.003  0.0502
O  -0.0041  0.004  -0.0139
O  -0.0266  -0.0325  0.0872
O  0.0051  -0.0029  -0.0138
O  -0.022  -0.0255  0.0846
O  -0.0549  -0.0156  0.1346
O  0.0035  -0.0831  0.1262
O  0.0714  -0.0139  -0.1531
O  0.0207  0.0162  -0.0945
O  0.0225  -0.0156  0.0478
O  -0.0685  -0.0101  -0.1714
O  0.0932  0.0913  0.2384
O  -0.0039  0.0009  -0.0095
O  -0.0028  -0.0022  0.1003
O  -0.0001  0.0361  0.0784
O  0.0061  -0.0428  -0.0655
O  0.0201  -0.0242  -0.0512
O  0.0046  -0.0866  0.2593
O  -0.0273  0.0139  0.0917
O  0.0019  -0.0036  0.0187
O  0.0002  0.0283  0.1202
O  -0.0183  -0.0216  0.0942
O  -0.0075  -0.006  0.022
O  0.0468  -0.0422  0.1383
O  -0.0637  -0.0324  -0.2035
O  0.0214  0.0523  0.1472
O  -0.0031  0.0162  -0.0668
O  0.0411  0.097  0.3146
O  -0.0001  0.0149  -0.2108
O  -0.0183  -0.0938  0.2959
O  0.0027  0.0408  -0.0821
O  -0.0037  0.0013  -0.0562
O  0.0072  0.0018  -0.0258
O  -0.0023  -0.003  -0.0024
O  0.0088  -0.0352  -0.064
O  0.0169  -0.0323  0.0845
O  0.0014  0.0825  0.179
O  -0.0004  -0.0159  -0.0458
O  -0.0183  -0.015  -0.0676
O  0.0333  0.0711  0.3066
O  -0.068  -0.0354  -0.2034
O  0.004  0.0413  -0.0737
O  -0.0578  0.0143  0.119
O  0.058  0.0193  -0.2224
O  0.0015  0.0072  0.0019
O  0.0066  0.0044  -0.0203
O  0.0103  -0.033  0.2004
O  0.0087  0.0354  -0.0664
O  -0.0106  0.0074  0.1086
O  0.0002  -0.0522  -0.1013
O  -0.0056  0.0022  0.0485
O  -0.0302  0.0099  0.049
O  -0.0702  -0.0038  -0.1534
O  0.0121  0.0189  -0.0406
O  0.0073  0.0073  -0.0252
O  -0.0883  0.0354  0.2956
O  -0.0023  0.0294  0.0592
O  0.0239  0.0035  0.0551
O  -0.0072  -0.1177  0.2039
O  0.0943  -0.0126  0.1943
O  -0.0166  -0.054  -0.1024
O  0.0012  -0.0019  0.0039
O  0.0743  -0.0027  -0.1673
O  0.048  0.0151  0.0805
O  0.0259  -0.0041  0.0523

The program warned: the cutoff lies below the one the program advises for these potential files; the forces do not sum to zero within the program's tolerance; the exchange-correlation potential is rough where the density is thin.
